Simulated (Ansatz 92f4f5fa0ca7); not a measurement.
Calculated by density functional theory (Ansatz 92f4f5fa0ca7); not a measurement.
Periodic cell of 223 atoms, Si131O90As2, from a study of silicon, its oxide and their interface. The atomic structure is a simulated model.
Doubt: the cutoff is far below the 930 eV that the study's wrapper takes by default for these files, so forces and energies are approximate.

Settings
functional: PBE
potential files: Ansatz PAW
basis: plane waves
wave-function cutoff: 580 eV
density cutoff ratio: 5
exchange-correlation grid ratio: 1
k mesh: 1 x 1 x 1, Gamma-centred
self-consistency stop: 5e-08 eV per atom in the density residual
occupations: fixed
spin: none
net charge: 0

Cell vectors (angstrom)
a  10.938  0  0
b  0  10.938  0
c  0  0  32.1988

Atoms: element, x, y, z (angstrom)
Si  10.5841  0.231  24.8588
Si  5.7344  10.683  24.739
Si  2.4749  2.9201  24.6362
Si  8.4221  2.4704  24.8196
Si  0.2699  5.1711  24.7489
Si  5.1505  5.7546  24.6839
Si  2.9302  8.0136  24.592
Si  7.9355  8.4387  24.7304
Si  1.3261  1.3871  26.0348
Si  6.8425  1.3154  26.1134
Si  4.0398  4.1122  25.9804
Si  9.6032  4.0654  26.0804
Si  1.3934  6.8323  25.9922
Si  6.7649  6.8546  26.0243
Si  4.097  9.5405  25.9943
Si  9.4631  9.5745  26.1409
Si  2.725  -0.0039  27.3466
Si  8.158  -0.0136  27.5477
Si  0.0053  2.7236  27.483
Si  5.4367  2.7513  27.3579
Si  2.7228  5.4724  27.4214
Si  8.1823  5.4735  27.3562
Si  -0.0082  8.1873  27.3694
Si  5.4344  8.2035  27.4436
Si  4.0832  1.3723  28.7405
Si  9.5703  1.3613  28.8354
Si  1.362  4.1165  28.8065
Si  6.8258  4.0994  28.7429
Si  4.0889  6.8236  28.7991
Si  9.5564  6.8292  28.75
Si  1.3661  9.5641  28.7416
Si  6.7852  9.5536  28.8448
Si  0.0141  -0.0172  30.1524
Si  5.4348  0.0219  30.1543
Si  2.7337  2.7356  30.1441
Si  8.1912  2.7492  30.146
Si  -0.015  5.4801  30.1484
Si  5.4745  5.4625  30.1442
Si  2.7241  8.2089  30.1419
Si  8.2057  8.1938  30.1517
Si  1.3673  1.3673  31.515
Si  6.8362  1.3673  31.515
Si  4.1018  4.1018  31.515
Si  9.5708  4.1018  31.515
Si  1.3673  6.8362  31.515
Si  6.8362  6.8362  31.515
Si  4.1018  9.5708  31.515
Si  9.5708  9.5708  31.515
Si  2.7345  0  0.6835
Si  8.2035  0  0.6835
Si  0  2.7345  0.6835
Si  5.469  2.7345  0.6835
Si  2.7345  5.469  0.6835
Si  8.2035  5.469  0.6835
Si  0  8.2035  0.6835
Si  5.469  8.2035  0.6835
Si  4.121  1.3653  2.065
Si  9.5779  1.3487  2.0537
Si  1.3518  4.1312  2.0143
Si  6.8435  4.0885  2.0674
Si  4.0866  6.8519  2.0264
Si  9.5726  6.8325  2.0475
Si  1.3803  9.563  2.0507
Si  6.8372  9.5778  2.0495
Si  0.0095  -0.0257  3.3965
Si  5.497  0.0004  3.4661
Si  2.7183  2.7884  3.3034
Si  8.2033  2.6889  3.4469
Si  0.0132  5.4828  3.4239
Si  5.4775  5.5394  3.3289
Si  2.7596  8.2147  3.4382
Si  8.2131  8.2138  3.3788
Si  1.4019  1.4053  4.6423
Si  6.9795  1.209  4.8906
As  4.1604  4.1091  4.783
Si  9.594  4.0632  4.7658
Si  1.3703  6.8724  4.7903
Si  6.8147  6.8844  4.7197
Si  4.156  9.5564  4.8531
Si  9.5868  9.5208  4.7799
Si  2.7599  0.1101  6.0365
Si  8.2795  -0.147  6.2907
Si  0.0491  2.6615  6.0745
As  5.7741  2.3989  6.5152
Si  2.7541  5.5459  6.0985
Si  8.1462  5.4559  5.9957
Si  0.0006  8.1842  6.146
Si  5.554  8.1919  6.2497
Si  3.8612  1.4816  7.6286
Si  9.8641  1.1186  7.4643
Si  1.7073  3.7997  7.2673
Si  6.7033  4.3861  7.4975
Si  4.3908  6.5796  7.4996
Si  9.3633  6.8986  7.3668
Si  1.1582  9.9076  7.2782
Si  7.1976  9.164  7.6876
O  8.3038  7.9863  7.9797
O  2.8835  2.7814  7.8343
O  9.519  1.3569  24.2612
O  4.05  6.8734  24.1201
O  0.0804  0.0314  7.9798
O  5.4568  5.3752  7.9514
O  6.8439  9.571  24.1954
O  1.3627  4.0616  24.1616
O  3.8259  7.2856  8.909
O  1.0292  4.3825  8.633
O  9.8566  6.0075  8.672
O  2.1819  9.358  8.4425
O  7.5217  3.9449  8.8542
O  4.2517  0.9054  9.1267
O  6.752  9.5501  9.2258
O  9.2006  1.8419  8.7947
O  7.7066  3.1559  23.5113
O  10.4928  5.844  23.4366
O  5.0887  0.4379  23.3984
O  5.8576  5.0961  23.3518
O  3.0996  2.2084  23.2713
O  2.2924  8.7242  23.222
O  8.6128  7.7542  23.3904
O  0.2324  10.3478  23.5805
Si  4.3869  1.573  22.4686
Si  3.4943  7.9217  14.027
Si  7.118  0.9621  14.6599
Si  0.9402  9.3593  22.5195
Si  1.1701  4.2985  11.8634
Si  6.2672  8.9635  15.3139
Si  0.6963  1.356  12.2932
Si  8.6232  4.9559  20.5088
Si  0.3632  5.6772  9.3303
Si  5.107  3.1275  17.9484
Si  0.8928  3.7481  16.7477
Si  10.4044  2.8505  19.228
Si  5.2809  1.1715  10.3966
Si  0.8871  0.1795  19.8437
Si  6.6574  9.4438  10.8648
Si  9.342  9.6807  18.3184
Si  9.4075  9.2334  12.564
Si  6.5672  3.8488  22.5821
Si  2.4448  8.0518  9.3585
Si  10.5933  7.3676  17.0758
Si  2.5164  6.291  16.5798
Si  10.1808  4.488  14.1883
Si  6.1408  9.1885  18.5111
Si  7.9802  2.5647  9.6002
Si  8.9012  2.1319  12.4625
Si  5.3421  6.2498  18.0663
Si  3.9242  0.5606  19.4676
Si  4.261  3.8383  12.0633
Si  5.547  6.5897  12.135
Si  8.0154  2.5083  17.2184
Si  4.3597  2.486  14.9718
Si  1.5497  1.2099  15.2596
Si  1.5881  9.4043  12.0254
Si  8.0571  6.8472  13.8603
Si  10.3867  9.8325  15.4822
Si  9.8025  7.0167  22.5502
Si  8.1097  5.4871  17.4052
O  6.052  7.9408  11.2777
O  6.0206  9.2002  16.8926
O  7.693  1.3497  13.1888
O  0.9275  1.745  13.8581
O  9.4256  6.2625  16.8762
O  6.7683  6.1962  13.1293
O  5.1337  4.6665  18.6114
O  9.2346  2.1612  18.2688
O  2.3685  0.1032  19.0748
O  9.4121  10.23  16.7556
O  2.779  4.4388  11.7017
O  5.0679  10.3268  19.0994
O  9.4383  3.2175  13.5211
O  0.4573  1.7682  19.9585
O  3.1669  1.3537  15.0855
O  8.1653  5.3789  19.0179
O  3.8962  6.6057  17.3916
O  4.5879  3.2826  16.3905
O  9.059  5.656  14.3096
O  5.4467  2.7624  22.1317
O  10.6915  4.1677  15.6847
O  0.3473  3.8697  18.2813
O  10.4276  10.5226  19.207
O  9.651  10.0137  14.0216
O  10.8992  8.128  22.0906
O  1.1887  2.1632  16.5244
O  9.7316  3.7548  20.4126
O  8.1383  4.0352  16.6759
O  -0.0253  9.093  11.8949
O  6.592  2.4253  18.0153
O  5.5878  10.6912  11.2135
O  7.7524  9.5965  18.8358
O  10.0466  1.0075  12.0715
O  1.2329  7.0187  9.0958
O  0.6144  4.7656  13.3297
O  5.7109  7.6268  18.9811
O  5.234  5.0713  11.5243
O  2.7164  6.9822  15.1159
O  0.9185  2.7292  11.455
O  0.8648  10.6846  15.5437
O  2.4355  8.5995  10.8857
O  4.679  2.4139  11.3117
O  4.2206  3.5252  13.6951
O  2.2156  4.6795  16.4943
O  10.7141  8.2471  15.6955
O  6.9201  10.2964  14.6698
O  2.3498  8.9404  13.4103
O  8.025  1.5239  15.909
O  4.1338  6.9862  12.8546
O  4.1818  2.0157  18.7275
O  7.2874  4.4203  21.2539
O  8.4554  2.9262  11.1136
O  1.1811  6.8581  17.358
O  5.6597  1.5984  14.7263
O  8.1425  9.7393  11.5868
O  9.2013  6.2921  21.2297
O  8.9772  7.7014  12.85
O  1.6692  0.1112  11.8676
O  6.6444  6.1507  17.0579
O  7.4009  7.805  15.0262
O  1.2121  10.2936  21.2176
O  10.0376  8.2035  18.3529
O  3.9491  0.8501  21.08
O  0.3099  5.2973  10.899
O  6.6995  1.5796  9.7105
O  4.7796  8.7016  14.6777

Results
free energy: -144176.515 eV
free energy less fixed offsets of As -4856.12, O -568.88, Si -635.61 eV per atom: -0.165 eV

Forces (eV/angstrom), in the order of the atoms: element, x, y, z
Si  0.0036  -0.0024  -0.0053
Si  -0.0024  0.0025  -0.0095
Si  0.0034  -0.0014  -0.0059
Si  -0.0034  0.002  -0.0131
Si  0.0006  0.0039  -0.0096
Si  0.001  0.0023  -0.0001
Si  0.0005  -0.0008  -0.0037
Si  -0.0009  -0.0008  -0.0072
Si  0.0045  -0.0076  -0.0058
Si  -0.0121  0.0089  -0.0074
Si  0.0028  -0.0028  0.0018
Si  -0.0067  0.0063  -0.0046
Si  -0.0025  0.0016  0.0012
Si  -0.0009  -0.0034  -0.0033
Si  -0.0009  0.0018  -0.0022
Si  0.0101  -0.0059  -0.0075
Si  0.0019  0.0004  0.0121
Si  0.0027  -0.0007  -0.0152
Si  0.0027  0.0004  -0.0088
Si  0.0008  -0.0002  0.007
Si  0.0028  -0.0017  -0.0076
Si  -0.0008  0.0036  0.0112
Si  0.0015  0.0007  0.0081
Si  0.0012  -0.0012  -0.0081
Si  -0.0108  0.0068  -0.0169
Si  0.0098  -0.0014  0.03
Si  0.0036  0.0073  0.0158
Si  -0.0107  0.0083  -0.0178
Si  0.0053  -0.0038  0.006
Si  0.0006  -0.0069  -0.0133
Si  0.0043  0.0006  -0.018
Si  -0.0223  -0.005  0.0321
Si  -0.0059  0.0094  -0.0077
Si  0.0251  -0.004  -0.0014
Si  0.0042  0.0047  -0.0073
Si  -0.0065  -0.0167  0.0008
Si  0.0085  -0.003  -0.0036
Si  -0.0054  -0.0007  -0.0057
Si  -0.0019  -0.0116  -0.0007
Si  -0.0082  0.0028  -0.0101
Si  0.0877  -0.013  0.0246
Si  -0.0592  0.1067  -0.0346
Si  0.0413  -0.0492  -0.0157
Si  -0.1399  0.0356  -0.0314
Si  -0.0721  0.0827  -0.0607
Si  0.0164  -0.1086  0.0603
Si  -0.1188  0.0924  -0.0216
Si  0.0307  -0.0678  0.0162
Si  0.0609  0.0124  0.145
Si  -0.032  0.0222  -0.0532
Si  -0.1365  -0.0425  -0.0314
Si  0.1267  -0.0661  0.0861
Si  -0.0595  0.1602  -0.2713
Si  0.0263  -0.1201  0.119
Si  0.0886  -0.0874  0.043
Si  0.0074  0.134  -0.0706
Si  0.0096  0.0229  -0.0332
Si  -0.0139  0.0131  -0.0148
Si  -0.0326  0.0172  -0.0193
Si  -0.0266  -0.0065  -0.028
Si  -0.0194  0.0417  -0.0339
Si  0.0228  -0.0038  -0.0155
Si  0.0026  -0.0224  -0.0103
Si  -0.0108  0.0127  -0.0166
Si  -0.0127  -0.0437  -0.0022
Si  0.0036  -0.0209  0.0381
Si  0.0983  0.0315  0.1025
Si  0.0022  -0.0089  0.034
Si  -0.043  -0.0234  0.0123
Si  -0.0231  -0.0974  0.1049
Si  0.0331  0.0605  0.0239
Si  0.0021  0.0021  -0.0082
Si  0.0065  0.034  0.0038
Si  -0.0895  0.0587  -0.0637
As  -0.0591  0.0509  -0.1872
Si  0.0107  -0.0017  0.0079
Si  0.0321  -0.0306  -0.0132
Si  -0.0348  -0.0053  -0.0249
Si  0.0079  -0.0098  -0.0031
Si  0.025  0.027  -0.0541
Si  0.0088  -0.0781  -0.0416
Si  -0.106  0.0845  0.0256
Si  -0.0252  0.0483  -0.0132
As  0.1834  -0.0676  0.2717
Si  0.0881  -0.1441  -0.0137
Si  0.0722  -0.0364  -0.0249
Si  0.0184  -0.0218  0.058
Si  -0.0599  0.0276  -0.0018
Si  0.1015  0.0119  -0.0438
Si  -0.0558  0.0276  0.0379
Si  0.0286  0.0583  -0.0571
Si  -0.0862  -0.1096  -0.0107
Si  -0.0058  -0.0061  0.0009
Si  0.058  -0.0844  -0.0388
Si  0.0309  -0.0025  0.0121
Si  -0.0819  0.1266  -0.0227
O  0.0401  0.0118  0.029
O  -0.0016  0.0359  0.0477
O  0.0001  0.0012  0.0087
O  0.0009  -0.0007  -0.0038
O  0.0094  -0.043  0.0118
O  -0.0119  -0.0083  0.0135
O  0.0023  0.0002  0.0039
O  -0.0016  -0.0017  0.0024
O  -0.016  0.0249  0.03
O  -0.025  0.0024  0.0492
O  -0.0174  0.0006  0.0214
O  -0.0109  0.0164  -0.016
O  -0.0194  0.0553  -0.0244
O  -0.0456  0.0138  -0.0109
O  -0.0022  -0.0115  0.0269
O  0.0217  -0.0058  -0.0189
O  0.0089  -0.007  0.015
O  0.0047  -0.0053  0.0125
O  0.0044  -0.0051  0.0111
O  -0.0021  0.0027  0.009
O  -0.0057  0.0044  0.0112
O  0.0036  -0.0017  0.0077
O  -0.006  0.005  0.0127
O  -0.0037  0.0057  0.0103
Si  -0.0005  -0.0038  -0.0234
Si  0.0042  0.0038  -0.0159
Si  -0.0016  0.0016  -0.02
Si  0.0019  0.002  -0.0224
Si  0.0026  -0.0043  -0.0084
Si  0.0032  -0.0003  -0.0171
Si  -0.0042  0.0016  -0.0084
Si  0.0038  -0.0056  -0.0216
Si  0.0372  -0.0065  0.0102
Si  0.0038  0.0023  -0.0144
Si  -0.0005  -0.0008  -0.0169
Si  0.0013  0.0006  -0.0164
Si  0.0297  -0.0126  -0.0067
Si  -0.0052  0.0051  -0.0138
Si  -0.0155  0.0123  0.0059
Si  -0.003  -0.0038  -0.0153
Si  0.0001  -0.0022  -0.0116
Si  -0.0011  0.0037  -0.02
Si  0.0194  -0.035  0.0126
Si  0.0057  -0.0023  -0.0125
Si  0.0006  -0.0015  -0.011
Si  -0.0045  -0.0104  -0.0183
Si  0.0029  -0.0044  -0.015
Si  -0.0438  -0.0197  -0.0046
Si  -0.0164  0.0072  -0.0336
Si  -0.0018  -0.0009  -0.0078
Si  0.0063  0.0008  -0.0196
Si  0.0093  -0.0089  -0.0248
Si  0.0019  -0.0031  -0.0139
Si  -0.0024  -0.0046  -0.017
Si  0.0078  -0.0082  -0.019
Si  0.0042  0.0006  -0.0171
Si  -0.001  -0.0008  -0.0071
Si  -0.0026  -0.0022  -0.0128
Si  0.0029  0.0005  -0.0163
Si  0.0012  -0.0027  -0.0196
Si  0.001  0.0004  -0.0168
O  0.0046  -0.003  0.0021
O  -0.0001  0.0007  0.0181
O  0.0016  -0.0025  0.0201
O  0.0053  -0.002  0.0147
O  -0.0005  -0.0012  0.0046
O  0.0041  0.0013  0.0071
O  0.001  -0.002  0.0026
O  0.0073  0.0001  0.008
O  -0.0014  -0.001  0.0042
O  -0.0023  -0.0009  0.0129
O  0.0015  -0.0012  0.005
O  -0.0052  0.0052  0.0047
O  0.01  0.0078  0.0127
O  0.003  -0.0033  0.0037
O  -0.0009  0.0019  0.001
O  0.0044  -0.0024  0.0184
O  0.0049  -0.0004  0.0031
O  0.004  0.0025  0.0118
O  0.0029  -0.0017  0.0063
O  0.0022  0.0003  0.0065
O  0.0065  -0.0015  0.0071
O  -0.0048  -0.0043  0.011
O  0.0099  0.0033  0.0069
O  0.0051  0.0002  0.0098
O  -0.0009  -0.0011  0.0053
O  -0.0015  0.0064  0.0049
O  -0.0032  0.0042  0.0064
O  0.0024  0.0014  0.0053
O  0.0002  0.001  0.0006
O  -0.001  -0.0001  0.0037
O  0.0101  -0.0077  0
O  0.0016  0.0001  0.0022
O  0.0081  -0.0015  0.0071
O  0.0033  0.0052  0.0014
O  -0.0051  -0.0023  0.007
O  0.0014  0.0011  0.0036
O  -0.0013  0.0025  0.011
O  -0.0016  -0.007  0.0106
O  0.0004  -0.0057  0.0073
O  -0.0005  -0.0012  0.0039
O  -0.0017  -0.0042  -0.0131
O  -0.0089  0.0141  0.015
O  0.0021  -0.0089  0.0179
O  0.0001  -0.0001  0.0019
O  0.0001  -0.0042  0.0069
O  0.0004  -0.0032  0.0055
O  0.0035  -0.0025  0.0046
O  0.002  0.0054  0.0146
O  -0.0017  0.001  0.0076
O  -0.004  -0.0091  0.0078
O  -0.0079  -0.0048  0.0131
O  0.0141  -0.0189  0.0146
O  -0.002  0.0013  0.0038
O  -0.0074  0.0108  0.005
O  0.007  -0.001  0.0028
O  0.0052  0.0082  0.013
O  -0.0021  -0.0028  0.0083
O  0.0005  -0.0029  0.0035
O  0.0006  -0.0016  0.0048
O  -0.0005  0.0012  0.0054
O  0.0008  -0.0101  0.0159
O  -0.001  0.002  0.005
O  0.003  0.0062  0.0203
O  0.0056  0.0065  -0.0015
O  0.0127  0.0187  0.0349
O  0.0033  -0.0016  0.0049

The program warned: the cutoff lies below the one the program advises for these potential files; the exchange-correlation potential is rough where the density is thin.
